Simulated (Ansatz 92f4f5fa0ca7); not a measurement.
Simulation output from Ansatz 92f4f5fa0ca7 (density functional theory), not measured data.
Periodic cell of 273 atoms, Si166O106P1, from a study of silicon, its oxide and their interface. The atomic structure is a simulated model.
Doubt: the cutoff is far below the 930 eV that the study's wrapper takes by default for these files, so forces and energies are approximate.
This geometry differs little from another in the collection (a relaxation step or a small displacement).

Settings
functional: PBE
potential files: Ansatz PAW
basis: plane waves
wave-function cutoff: 580 eV
density cutoff ratio: 5
exchange-correlation grid ratio: 1
k mesh: 1 x 1 x 1, Gamma-centred
self-consistency stop: 5e-08 eV per atom in the density residual
occupations: fixed
spin: none
net charge: +1 e, with a uniform compensating background and no finite-size correction

Cell vectors (angstrom)
a	11.6015	0	0
b	0	13.3963	0
c	0	0	29.8085

Atoms and the computed forces on them: element, x, y, z (angstrom), force x, y, z (eV/angstrom)
Si	11.5527	0.1809	22.903	0.0017	-0.0002	0.0007
Si	3.92	0.1547	23.0195	-0.0006	-0.0002	0.0005
Si	7.6648	0.1219	23.1365	-0.0003	-0.001	0.0018
Si	2.0718	3.46	22.876	0.0007	-0.0002	0.0008
Si	5.9031	3.6959	22.9888	-0.0001	-0.0006	0.0002
Si	9.7607	3.5375	23.0215	0.0005	0	0.0011
Si	11.6665	6.8605	23.0606	-0.0003	0.0003	0.0011
Si	3.9584	7.0422	23.1888	0.0005	-0.0008	0.0005
Si	7.7987	6.892	23.2382	0.0001	-0.0013	0.0002
Si	2.0429	10.2342	23.2521	0.0002	0.001	0.0012
Si	5.861	10.0929	23.3094	-0.0012	-0.0004	-0.0003
Si	9.8439	10.0812	23.2289	-0.0003	0.0001	0.0011
Si	11.6998	2.388	23.742	-0.0008	0.0008	0.0001
Si	4.0032	2.4067	23.734	-0.0001	0.0005	0.0006
Si	7.7863	2.4179	23.7581	-0.0001	0.001	0.0001
Si	2.0349	5.7115	23.6955	-0.0001	-0.0004	0.0004
Si	5.838	5.8178	23.9826	-0.0002	0.0006	0.0004
Si	9.7424	5.7293	23.8922	0.0003	0	0.0002
Si	11.7583	9.0217	24.0241	-0.0002	-0.0005	-0.0002
Si	3.9105	9.1344	24.2064	0	0.0006	-0.0006
Si	7.8518	9.0814	24.0393	0.001	0.0009	-0.0007
Si	1.9202	12.5061	23.7927	-0.0004	0.0002	0.0004
Si	5.7764	12.3725	23.925	0.0004	0.0014	0.0005
Si	9.6807	12.3948	23.7683	-0.0012	0.0005	-0.0006
Si	11.6498	2.2984	26.1548	0.0001	0.0005	0.0005
Si	3.9232	2.3096	26.1434	-0.0003	0.0003	-0.0003
Si	7.7551	2.3224	26.166	0.0008	0.0004	0.0001
Si	1.9838	5.6327	26.1374	-0.0006	0.0006	0.0007
Si	5.826	5.6817	26.3242	0.0005	0.0004	0.0002
Si	9.7091	5.6389	26.2597	0.0005	-0.0003	0.0004
Si	11.6751	8.9637	26.354	0.0004	-0.0006	0.0007
Si	3.8949	9.0137	26.5044	0	-0.0006	0.002
Si	7.794	8.9951	26.3712	-0.0009	-0.0013	0.0012
Si	1.9386	12.3783	26.1937	0.0003	0.0002	0.0006
Si	5.7975	12.3288	26.2844	0	0.0005	0.0004
Si	9.6875	12.3444	26.1682	0.0003	0.0009	0.001
Si	1.9812	1.1947	26.9847	0.0002	0	-0.0005
Si	5.8294	1.1854	27.0024	0.0001	-0.0004	-0.0004
Si	9.691	1.184	26.9602	-0.0003	-0.0003	-0.0008
Si	11.6548	4.5131	26.9914	0.0002	-0.0005	-0.0011
Si	3.8923	4.5108	27.001	0.0004	-0.0005	-0.0012
Si	7.7581	4.5232	27.0424	-0.0004	-0.0004	-0.0008
Si	1.9713	7.8068	27.1171	0.0003	0.0003	-0.0011
Si	5.856	7.8863	27.167	0.0006	0.0004	-0.0011
Si	9.722	7.8486	27.0924	0.0003	0.0008	-0.0013
Si	11.6196	11.2356	27.0059	0.0001	-0.0001	-0.0004
Si	3.8522	11.2755	27.1128	-0.0004	-0.0003	-0.0009
Si	7.7664	11.2438	27.0443	-0.0001	0	-0.0017
Si	1.9542	1.1169	29.3745	-0.0014	-0.0018	0.0002
Si	5.7984	1.1255	29.3938	-0.0012	-0.0007	0.0001
Si	9.6562	1.1272	29.3618	-0.0015	-0.0016	0.0003
Si	0.0163	4.4572	29.384	-0.0013	-0.0014	0.0001
Si	3.8759	4.4496	29.3712	-0.0006	0	0.0003
Si	7.7237	4.4693	29.4146	-0.0013	-0.0001	0.0005
Si	1.9459	7.7777	29.4687	-0.0002	0.0001	-0.0009
Si	5.835	7.8323	29.5165	-0.0011	0.001	-0.0008
Si	9.69	7.7996	29.4409	-0.0012	-0.0003	-0.0003
Si	0.0068	11.1745	29.373	-0.0002	-0.0008	0
Si	3.8655	11.2041	29.466	0.0011	-0.0009	0.0005
Si	7.7605	11.183	29.4	-0.0003	-0.0007	0.0007
Si	-0.0057	0.006	0.3336	0.0015	0.0017	0.0013
Si	3.8748	0.0169	0.4481	0.0006	0.0014	-0.0006
Si	7.7204	-0.004	0.3834	0.0023	0.0019	-0.0004
Si	1.9511	3.3313	0.3554	0.0006	0.0009	0.0012
Si	5.7896	3.3375	0.4137	0.0013	0.0005	0.0004
Si	9.6574	3.3528	0.3615	0.002	0.0008	-0.0002
Si	0.0003	6.6693	0.4187	0.0011	-0.0002	0.0001
Si	3.893	6.6591	0.3933	0.0002	-0.0002	0.0015
Si	7.7654	6.6837	0.4419	0.0017	-0.0008	-0.0007
Si	1.9293	10.044	0.3747	-0.0006	-0.0001	0.0002
Si	5.8271	10.0954	0.4167	-0.0009	0.0004	0.0008
Si	9.6867	10.0416	0.3723	0.001	0.0012	-0.0001
Si	11.5507	-0.0519	2.7008	-0.0004	0.0006	-0.001
Si	3.8487	-0.0698	2.8393	0.0001	-0.0003	0.0002
Si	7.6653	-0.097	2.7632	0.0002	-0.0002	0.0001
Si	1.9408	3.2656	2.714	-0.0007	0.0009	0.0002
Si	5.7561	3.2729	2.8104	-0.0007	0.0018	-0.0002
Si	9.6034	3.3077	2.7381	0.0014	0.0001	0.0015
Si	11.5757	6.6293	2.7776	0.0005	-0.0014	0.0026
Si	3.8763	6.6082	2.7401	-0.0006	0	-0.0001
Si	7.7519	6.638	2.8072	-0.0023	0.0013	0.0016
Si	1.9262	9.9999	2.738	0.0012	-0.0003	0.0007
Si	5.8347	10.0467	2.7877	-0.0006	0.0005	0
Si	9.6863	9.9801	2.7384	-0.0016	-0.0012	0.0021
Si	11.5604	2.1996	3.4067	0	-0.0008	-0.0002
Si	3.8203	2.1315	3.6504	0.0007	0.0001	0.0005
Si	7.6879	2.1097	3.5403	0	-0.0006	0.0008
Si	1.9121	5.4881	3.4695	0.0002	-0.0001	-0.001
Si	5.8119	5.5209	3.5753	0.0007	-0.0009	-0.0014
Si	9.6658	5.5057	3.6364	0.0022	-0.0013	-0.0032
Si	11.6158	8.8694	3.5593	0.0002	0.0001	-0.0016
Si	3.8994	8.8662	3.4119	0.0002	0	-0.0003
Si	7.7557	8.881	3.56	0.001	-0.0003	-0.0003
Si	1.8589	12.2296	3.5422	-0.0012	-0.0001	-0.0003
Si	5.7628	12.2175	3.7627	0.0002	0.0005	0.0004
Si	9.6234	12.2029	3.504	0.001	0.0019	0
Si	11.4908	2.137	5.7328	-0.0037	0.0007	-0.0023
Si	3.7493	2.035	6.0658	-0.0003	-0.0002	-0.0007
Si	7.6083	1.9667	5.9087	-0.0001	-0.0018	0
Si	1.9049	5.4139	5.8086	-0.0029	0.002	0.0012
Si	5.8171	5.4687	5.9448	0.0012	0.0013	-0.0008
Si	9.6268	5.4427	6.0467	-0.0037	0.0022	0.0005
Si	11.6442	8.8043	5.9405	-0.0014	-0.0008	-0.001
Si	3.9276	8.7896	5.7312	-0.002	0.0016	0.0002
Si	7.7871	8.814	5.9337	-0.0006	0.001	-0.0003
Si	1.787	12.1561	5.9193	0	-0.0026	-0.0006
Si	5.724	12.1152	6.265	-0.0009	-0.0004	0.0005
Si	9.5856	12.116	5.8669	-0.0017	-0.0032	0.0001
Si	1.6621	0.9805	6.7088	0.0046	0.0015	-0.001
Si	5.6777	0.9836	7.0151	0.0003	0.0003	-0.0025
Si	9.6339	0.9492	6.5849	0.0019	0.0058	-0.0062
Si	11.5952	4.2998	6.6686	0.0066	-0.0055	0.0037
Si	3.8452	4.3206	6.5656	0.0019	-0.0026	-0.0014
Si	7.6953	4.1669	6.6297	-0.0025	0.0022	0.0012
Si	2.0384	7.6422	6.508	0.0018	-0.0033	-0.0021
Si	5.8402	7.7362	6.7022	0.0007	-0.0035	-0.0004
Si	9.7307	7.7109	6.7515	0.0001	-0.0007	-0.0005
Si	11.4533	11.0061	6.7837	0.0003	0.0033	-0.0011
Si	3.6593	10.9301	6.6562	0.002	0.0014	-0.0004
Si	7.763	10.9776	6.8794	0.0014	0.0011	-0.0028
O	9.9097	7.8905	8.4221	-0.0002	-0.0002	0.0016
O	9.9186	0.906	8.253	-0.0043	-0.0025	0.0004
O	1.0608	0.9788	8.317	-0.0025	0.0006	0.0014
O	3.0842	10.5376	8.1701	-0.0001	-0.0004	-0.0001
O	5.8254	7.8842	8.3709	0.0004	0.0004	-0.0001
O	5.609	1.1917	8.7012	0.0001	0.0009	0.0027
O	3.7741	4.319	8.218	0.0001	0.0001	0.0034
O	7.6337	3.6973	8.2512	0.0007	-0.0016	0.0028
O	0.1	4.2399	8.4563	-0.0019	0.0029	-0.0149
O	11.1435	11.003	8.4394	-0.0002	-0.0009	0.0012
O	8.1232	10.7777	8.5205	-0.0001	0.0001	0.0022
O	2.3901	7.4997	8.1138	-0.0002	0.0002	-0.0008
O	11.4255	0.2103	21.225	-0.0008	0.0005	-0.0009
O	9.7612	3.6447	21.3578	0.0003	0.0003	-0.002
O	4.1341	7.5514	21.6016	0.0004	0.0004	-0.0005
O	5.9992	4.1894	21.3762	-0.0002	0.0006	-0.001
O	5.7508	9.7499	21.6751	0.0005	0.0003	-0.0007
O	2.1449	3.3891	21.1951	-0.0003	0.0001	-0.001
O	7.3448	13.4438	21.499	0.0008	-0.0002	-0.0018
O	4.0191	0.1533	21.3574	-0.0001	0.0003	-0.0017
O	7.7501	6.9708	21.5883	-0.0001	0.0007	-0.0001
O	2.1306	10.1655	21.602	0.0001	0.0001	-0.0018
O	11.548	6.9725	21.3998	0.0005	0	-0.0014
O	10.1533	9.6436	21.6386	-0.0002	0.0002	-0.0005
Si	11.5919	6.4196	11.2735	0.0033	-0.0019	-0.0003
Si	1.562	10.3642	16.2558	0.0004	0.0002	-0.0004
P	0.2751	3.6712	9.8736	-0.0029	-0.006	0.0121
Si	8.0807	12.8599	20.1769	-0.0009	0.0008	-0.0004
Si	2.8355	10.4657	9.7631	0.0003	-0.0002	0.0009
Si	2.5737	10.3919	20.059	-0.0008	0.0003	-0.0001
Si	10.3519	3.7053	19.8382	-0.0008	0.0001	0.0008
Si	0.2395	12.7943	17.1051	0.0005	-0.0002	-0.0011
Si	10.8119	0.7022	19.7814	0.0005	-0.001	-0.0005
Si	3.1503	7.7568	16.231	-0.0007	-0.0003	-0.0015
Si	0.3298	6.4881	19.8965	0.0002	0.0005	0.0003
Si	9.3837	2.5202	14.2929	-0.0004	0.0012	-0.0015
Si	2.9017	2.5244	11.0488	-0.0068	0.0063	0.0025
Si	5.1256	11.9888	15.3518	-0.0023	0.0002	0.0003
Si	4.9397	8.6806	20.7237	-0.0004	0	0.0006
Si	3.5902	-0.3931	11.2882	0.0013	0.0008	-0.0006
Si	5.5687	8.8925	14.7859	0.0002	-0.0003	-0.0014
Si	-0.1659	11.3474	10.0126	0.0006	0.0015	0.0008
Si	9.4486	10.0172	20.2189	0.0004	-0.0002	-0.0006
Si	3.4528	0.0488	19.8304	0.001	0.0003	0.0002
Si	7.4714	4.6734	9.5341	-0.001	0.0002	0
Si	2.3561	12.3532	14.1684	0.0004	0.0001	-0.0013
Si	6.1721	0.5962	10.1391	-0.0004	-0.0001	-0.0005
Si	2.7932	2.9029	19.7574	-0.0002	0.0001	0.0001
Si	5.7154	4.436	13.6472	-0.0028	-0.0012	-0.0016
Si	7.464	0.2147	15.5979	0.0008	0.0005	0.0005
Si	9.5977	11.3424	15.2179	-0.0004	-0.0012	0.0001
Si	1.9877	6.5527	13.5646	-0.0032	-0.0052	-0.0019
Si	2.8269	3.5174	14.0344	-0.0024	-0.0002	-0.0114
Si	11.6993	9.1711	18.418	0.0005	0.0001	-0.0026
Si	11.2624	0.876	9.1619	0.0042	-0.0039	0.0029
Si	9.11	7.286	9.7038	-0.0002	-0.0004	-0.0004
Si	8.6715	8.555	14.5681	-0.0005	0.0009	0.0006
Si	4.7576	7.1565	12.351	0.0011	0.0007	0.0002
Si	2.9679	5.6264	18.7413	0	0.0008	-0.0018
Si	2.5431	7.4012	9.7055	0.0012	0.0003	0.0025
Si	6.2639	8.4065	9.8518	0.001	0.0012	0.0005
Si	4.3358	4.7635	9.6541	-0.0003	0.0009	0.0017
Si	9.3539	10.5087	12.2908	0	0.0004	-0.0024
Si	5.9416	13.0338	17.964	-0.0004	-0.0002	-0.0023
Si	7.9787	4.9349	18.3639	0.0002	0.0002	-0.002
Si	8.2997	5.4064	15.2005	-0.0006	-0.0002	-0.0011
Si	7.3157	11.0692	9.929	-0.0005	-0.0001	-0.001
Si	5.3848	4.2081	19.8582	0.0001	0.0001	0.0004
Si	0.7724	1.479	15.0507	0.0007	0.0001	-0.0007
Si	7.5529	7.532	20.083	-0.0005	-0.0004	-0.0001
Si	7.6591	2.7804	11.8563	-0.0007	0.002	-0.0036
O	3.4456	6.0715	10.0923	-0.0002	0.0004	-0.0003
O	1.9514	2.6317	15.0896	0.0001	-0.0004	-0.0028
O	-0.3406	12.9973	10.1788	0.0003	-0.0033	0.0007
O	8.3566	8.9059	19.8159	-0.0001	0.0005	0.0004
O	2.4173	1.3132	19.5155	-0.0003	0.0003	0.0002
O	8.1472	5.3038	16.7986	-0.0002	-0.0004	0.0019
O	2.7324	11.9824	19.7047	-0.0001	-0.0003	0.0003
O	7.1456	8.7598	15.0944	-0.0012	-0.0002	-0.0023
O	1.2687	0.1812	14.1745	-0.0006	0.0006	-0.0004
O	4.4099	3.7654	14.4116	-0.0018	-0.0001	-0.0039
O	4.1969	3.4181	10.6159	-0.0022	-0.0016	0.0014
O	10.9544	2.0875	14.4846	0.0001	0.0001	-0.0006
O	11.4283	4.7334	10.9206	-0.0022	0.0054	0.0054
O	10.8349	12.0118	16.0524	0.0004	0.0006	0
O	8.9279	6.9043	14.7552	-0.0002	-0.0008	-0.0007
O	1.7603	3.3581	10.1432	0.0129	-0.0099	0.0055
O	8.4549	5.9056	9.1716	0.0013	0.0001	-0.0006
O	11.1447	2.296	19.5248	-0.0001	0.0002	0
O	5.3852	7.5902	10.9234	0	-0.0007	0.0023
O	11.4119	7.5945	18.7867	-0.0003	0.0001	0.0006
O	7.8684	8.2168	10.1791	-0.0002	-0.0014	-0.0004
O	10.1205	7.0271	10.9727	-0.0003	0.0003	0.0001
O	9.2124	4.1127	14.7078	-0.0003	0.0003	-0.0002
O	8.8276	11.4735	20.526	0.0001	-0.0005	0.0004
O	10.5768	10.5601	11.1736	-0.0013	-0.0012	0.001
O	8.3493	12.2405	15.7673	-0.0007	0.0005	-0.0013
O	4.4371	2.8828	19.7995	-0.0003	0.0002	0
O	4.649	0.2237	18.7366	-0.0001	0.0002	0.0002
O	10.4773	10.097	18.9637	-0.0004	0.0004	0.0004
O	6.7831	0.6998	17.0196	-0.0005	0.0004	0.0011
O	0.5104	6.6576	12.8022	0.0052	-0.0013	0.0041
O	1.0429	7.0703	10.2532	-0.0027	0.0003	0.0015
O	3.116	7.1553	12.5368	0.0012	-0.0009	0.0005
O	3.9543	9.5631	19.7747	0.0004	0.0001	0.0002
O	6.7809	5.1865	14.6181	0.0012	-0.0005	0.0003
O	0.5569	0.9075	16.5573	-0.0007	-0.0004	0.0011
O	1.5448	11.786	17.105	-0.0005	0.0005	0.0001
O	5.3494	8.3135	13.2956	-0.0002	-0.0005	0.0004
O	2.9507	12.3798	12.6428	-0.001	-0.0008	0.0028
O	6.4367	3.2033	12.8557	0.0008	0.0021	-0.0001
O	2.7939	9.3256	16.5866	0.0002	-0.0001	0
O	5.9945	7.8899	19.7669	0.0003	-0.0001	0.0001
O	1.9511	6.3972	19.7521	-0.0007	0.0001	0.0005
O	1.4501	9.6875	19.1417	-0.0005	0.0001	0.0006
O	9.4664	9.7094	15.4686	0.0003	0.0011	-0.0003
O	3.0589	8.8887	10.2235	-0.0001	-0.0001	0
O	9.0058	9.0374	13.0009	-0.0005	-0.001	0.0005
O	2.1309	7.3386	14.9865	0.001	0.0007	-0.0007
O	9.1378	3.8717	18.7726	0	0	0.0003
O	4.7209	7.9016	15.7832	-0.001	-0.0002	0.0004
O	7.2501	1.5853	10.8391	0.0011	0.0009	0.0006
O	8.1153	6.3658	19.1157	-0.0001	0.0009	0.0006
O	5.9159	5.1341	9.6554	0.0002	-0.0008	-0.0015
O	6.9893	-0.9259	19.0547	0.0007	-0.0002	0.0012
O	11.1094	2.3287	10.0774	0.0035	0.011	0.0015
O	8.9898	2.3807	12.705	0.0006	-0.0001	0.0011
O	9.6966	11.5139	13.5602	0.0001	0.0006	0.0019
O	6.5662	4.2036	18.7385	0	0.0002	0.0001
O	6.0455	10.0245	9.9728	0.0002	0.0006	-0.0002
O	1.3534	10.8714	10.2846	-0.0004	-0.0005	-0.0004
O	5.1536	10.4727	14.7448	0.0004	-0.0002	-0.0004
O	1.6838	10.9045	14.6679	-0.0004	-0.0005	0.001
O	11.3566	13.0711	18.629	-0.0005	0.0009	0.0016
O	5.4352	11.8484	16.9527	0.0006	0.0007	0.0012
O	8.0872	10.9838	11.3686	0.0011	-0.0006	0.0016
O	11.3092	5.0085	19.6251	0	0	0.0002
O	8.3622	1.4792	15.0698	-0.0011	-0.0016	0.0004
O	2.4247	4.0467	18.597	-0.0002	0.0001	0.0001
O	3.7555	11.697	10.3296	0.0002	-0.0004	0.0001
O	9.1783	0.5789	19.7218	-0.0007	0.0003	0.0008
O	2.6685	2.693	12.6282	-0.0013	0.0096	0.003
O	3.6411	12.6351	15.1338	0.0014	-0.0003	0.0001
O	8.0339	4.0641	10.9225	0.0001	-0.0039	0.0018
O	5.0735	0.3	11.3269	0.0007	-0.0006	0.0004
O	4.427	5.4955	19.474	0	-0.0001	0.0001
O	6.1983	13.0598	14.6723	0.0005	0	-0.0002
O	3.0431	6.5639	17.3689	-0.0002	-0.0006	0.0014
O	2.7333	0.9308	10.7173	-0.0016	0.0022	0.0001
O	0.2854	9.4498	16.7991	-0.0005	-0.0004	0.0012
O	5.2072	5.6104	12.6296	0.0005	-0.0002	0.0016
O	2.1384	4.9675	13.8496	0.0041	-0.0009	0.0034
O	6.8531	12.5962	9.732	-0.0002	-0.0002	-0.0003

Results
free energy: -166567.299 eV
free energy less fixed offsets of O -568.88, P -755.39, Si -635.61 eV per atom: 0.631 eV

The program warned: the cutoff lies below the one the program advises for these potential files; the forces do not sum to zero within the program's tolerance; the exchange-correlation potential is rough where the density is thin.
